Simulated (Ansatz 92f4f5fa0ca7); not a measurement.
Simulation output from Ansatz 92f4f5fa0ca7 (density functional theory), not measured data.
Periodic cell of 282 atoms, Si194O88, from a study of silicon, its oxide and their interface. The atomic structure is a simulated model.
Doubt: the cutoff is far below the 930 eV that the study's wrapper takes by default for these files, so forces and energies are approximate.
This geometry differs little from another in the collection (a relaxation step or a small displacement).

Settings: functional PBE; potential files Ansatz PAW; basis plane waves; wave-function cutoff 580 eV; density cutoff ratio 5; exchange-correlation grid ratio 1; k mesh 1 x 1 x 1, Gamma-centred; self-consistency stop 5e-08 eV per atom in the density residual; occupations fixed; spin none; net charge 0.

Cell vectors (angstrom)
a 11.6015 0 0
b 0 10.938 0
c 0 0 40.5172

Atoms: element, x, y, z (angstrom)
Si 0 0 0.9665
Si 3.8672 0 0.9665
Si 7.7343 0 0.9665
Si 1.9336 1.3673 0.9665
Si 5.8008 1.3673 0.9665
Si 9.6679 1.3673 0.9665
Si 0 5.469 0.9665
Si 3.8672 5.469 0.9665
Si 7.7343 5.469 0.9665
Si 1.9336 6.8362 0.9665
Si 5.8008 6.8362 0.9665
Si 9.6679 6.8362 0.9665
Si 1.9336 2.7345 39.5501
Si 5.8008 2.7345 39.5501
Si 9.6679 2.7345 39.5501
Si 0 4.1018 39.5501
Si 3.8672 4.1018 39.5501
Si 7.7343 4.1018 39.5501
Si 1.9336 8.2035 39.5501
Si 5.8008 8.2035 39.5501
Si 9.6679 8.2035 39.5501
Si 0 9.5708 39.5501
Si 3.8672 9.5708 39.5501
Si 7.7343 9.5708 39.5501
Si 0 0 4.8337
Si 3.8672 0 4.8337
Si 7.7343 0 4.8337
Si 1.9336 1.3673 4.8337
Si 5.8008 1.3673 4.8337
Si 9.6679 1.3673 4.8337
Si 0 5.469 4.8337
Si 3.8672 5.469 4.8337
Si 7.7343 5.469 4.8337
Si 1.9336 6.8362 4.8337
Si 5.8008 6.8362 4.8337
Si 9.6679 6.8362 4.8337
Si 1.9336 2.7345 2.9001
Si 5.8008 2.7345 2.9001
Si 9.6679 2.7345 2.9001
Si 0 4.1018 2.9001
Si 3.8672 4.1018 2.9001
Si 7.7343 4.1018 2.9001
Si 1.9336 8.2035 2.9001
Si 5.8008 8.2035 2.9001
Si 9.6679 8.2035 2.9001
Si 0 9.5708 2.9001
Si 3.8672 9.5708 2.9001
Si 7.7343 9.5708 2.9001
Si 0.0108 0.0176 29.7174
Si 3.9895 -0.1179 30.1726
Si 7.5688 0.0285 29.8589
Si 2.1379 1.2795 29.8437
Si 5.7417 1.4683 30.2066
Si 9.5698 1.314 29.5533
Si 2.0777 6.8864 29.8973
Si 4.0101 5.4991 29.9904
Si 9.1802 5.7502 28.4941
Si 0.4375 5.2026 29.5911
Si 5.8681 6.9368 30.0962
Si 8.0719 6.2591 30.4597
Si 1.9891 2.662 31.8035
Si 5.8728 2.9437 31.9664
Si 9.6622 2.6973 31.6052
Si 0.0615 4.0065 31.6485
Si 3.8524 4.1338 31.9148
Si 7.8577 4.264 31.8086
Si 1.787 8.1774 31.8586
Si 5.6533 8.2815 31.9898
Si 9.3565 8.0477 31.7431
Si -0.1969 9.4803 31.6644
Si 3.7123 9.5149 32.0414
Si 7.59 9.6214 31.8543
Si -0.0898 -0.0676 33.6421
Si 3.8298 0.073 33.8275
Si 7.7129 0.0609 33.7542
Si 1.8625 1.3236 33.7369
Si 5.7965 1.4273 33.7977
Si 9.6528 1.3933 33.6339
Si -0.0426 5.4124 33.6382
Si 3.8279 5.5092 33.8093
Si 7.7604 5.464 33.8352
Si 1.8587 6.8039 33.7667
Si 5.802 6.8005 33.8068
Si 9.6568 6.8415 33.7618
Si 1.8678 2.7244 35.6675
Si 5.7698 2.755 35.7249
Si 9.6571 2.7124 35.6428
Si -0.0436 4.1105 35.6456
Si 3.815 4.0879 35.6953
Si 7.7262 4.0715 35.7216
Si 1.8973 8.2123 35.678
Si 5.8005 8.2151 35.6985
Si 9.6725 8.213 35.6876
Si -0.0237 9.5945 35.6596
Si 3.8542 9.5685 35.6971
Si 7.7366 9.5838 35.6717
Si 0 0 37.6165
Si 3.8672 0 37.6165
Si 7.7343 0 37.6165
Si 1.9336 1.3673 37.6165
Si 5.8008 1.3673 37.6165
Si 9.6679 1.3673 37.6165
Si 0 5.469 37.6165
Si 3.8672 5.469 37.6165
Si 7.7343 5.469 37.6165
Si 1.9336 6.8362 37.6165
Si 5.8008 6.8362 37.6165
Si 9.6679 6.8362 37.6165
Si 1.943 2.7375 6.7537
Si 5.8158 2.7252 6.7771
Si 9.6458 2.7242 6.7718
Si -0.0051 4.0789 6.7675
Si 3.8673 4.0799 6.7394
Si 7.7407 4.1096 6.7846
Si 1.9391 8.205 6.7627
Si 5.8244 8.2219 6.7287
Si 9.6963 8.195 6.8061
Si 0.0194 9.594 6.7951
Si 3.8793 9.5524 6.7411
Si 7.7624 9.5612 6.7723
Si 0.0268 0.1309 8.6872
Si 3.8885 -0.0372 8.6625
Si 7.7197 -0.0901 8.7591
Si 2.0319 1.4069 8.7014
Si 5.8179 1.3103 8.6877
Si 9.6318 1.3546 8.7131
Si 0.034 5.4392 8.7002
Si 3.8802 5.4602 8.6385
Si 7.7364 5.4686 8.7443
Si 1.9297 6.8366 8.6934
Si 5.7962 6.7992 8.5943
Si 9.7078 6.8031 8.7617
Si 2.1403 2.7923 10.635
Si 5.8665 2.6447 10.6311
Si 9.6963 2.7896 10.5795
Si 0.1354 3.9834 10.5656
Si 4.0708 4.2378 10.654
Si 7.7384 4.0967 10.6905
Si 1.7932 8.2979 10.5636
Si 5.6051 7.9346 10.6232
Si 9.7215 8.2956 10.6266
Si -0.0617 9.8169 10.6476
Si 3.8182 9.4795 10.5448
Si 7.6044 9.2903 10.6215
Si -0.0523 0.3509 12.6414
Si 2.1043 1.3659 12.5319
Si 7.8433 -0.2441 12.4478
Si 5.874 1.0826 12.5121
Si 3.8919 -0.1792 12.5011
Si 9.4588 1.4666 12.4839
Si 0.3127 5.0922 12.6047
Si 3.5125 7.0317 13.7097
Si 7.0391 5.2333 12.68
Si 1.4791 7.1651 12.6048
Si 4.9335 6.0675 12.0843
Si 9.556 6.6375 13.3166
O -10.9682 -2.795 13.654
O 11.4279 8.8305 16.0979
O 9.942 7.0161 14.8346
O 8.7858 2.2995 13.79
O 23.108 10.5929 14.1536
O 3.2028 -15.4876 15.2133
O 1.112 15.2495 13.8141
O 7.9422 -4.403 13.1322
O 2.5056 13.0483 13.9789
O -1.5537 7.6348 12.1255
O 6.0677 1.8681 13.9743
O 7.0436 15.2432 14.0454
O 8.8834 4.1787 28.102
O 4.4038 9.9871 28.779
O 2.7236 2.1748 28.5415
O 1.9608 7.9176 28.595
O -4.4987 10.0719 28.5091
O 11.6671 9.8771 28.4535
O 0.8113 4.2836 28.2619
O -0.9202 -4.9263 29.1481
O 15.9395 24.8446 26.5744
O 3.9817 -6.3676 28.6104
O 11.5981 7.8639 26.787
O -5.769 7.7234 28.6327
Si 3.2657 5.3669 16.4703
Si 10.0952 7.8874 16.1931
Si 4.7969 3.2672 25.0588
Si 7.315 10.1169 23.6027
Si -2.2808 2.6861 27.5546
Si -0.9193 5.6041 18.2905
Si 11.9599 3.5351 22.2653
Si 1.8761 5.3754 19.1741
Si 7.6362 1.8324 24.9653
Si 9.684 8.0688 23.2823
Si 13.6013 2.4303 24.6579
Si 0.9918 8.8108 27.6312
Si 2.2044 10.2433 25.1636
Si 0.6702 9.3002 14.7894
Si -0.2324 13.8405 17.0845
Si 1.4178 13.3265 19.595
Si 5.6971 0.0936 21.0458
Si 5.7166 9.2666 28.119
Si 4.6342 9.1104 19.0114
Si 8.8565 3.2075 22.4393
Si 4.8652 6.1003 23.8332
Si 0.9805 8.9314 22.6459
Si 7.4161 2.2955 19.8471
Si 8.082 10.0226 15.5228
Si 4.0956 3.0043 28.1585
Si 3.6549 9.3222 14.3736
Si 2.767 -0.2844 20.7132
Si 7.3515 2.761 14.4745
Si 1.7382 3.2386 14.8643
Si 7.5469 6.0134 22.1636
Si 2.3068 6.0887 21.9943
Si 4.945 8.8806 25.0428
Si 0.2997 4.0072 26.7231
Si 8.4464 1.7249 16.9998
Si 10.5408 6.8186 26.1534
Si 5.6509 6.6716 17.5629
Si 5.217 9.2587 16.1149
Si 7.7188 5.2847 19.2379
O 0.5252 2.5406 15.6948
O 10.3735 3.7904 22.4842
O 2.312 5.9025 17.6897
O 0.4714 2.7152 20.8699
O 1.8404 7.5661 22.4704
O -1.3136 6.9695 17.5108
O -2.2649 16.0296 19.0598
O 9.1988 6.643 27.1041
O 4.9645 7.5137 18.8095
O 2.657 6.116 20.3964
O 13.8176 9.6407 15.1817
O 8.7172 8.7434 16.3051
O 3.187 9.4234 19.7074
O 2.7997 3.9019 15.9185
O 3.6556 5.722 22.8157
O 11.0056 8.5512 22.4435
O 4.5657 9.782 17.5208
O 11.2778 5.3546 26.0228
O -0.2748 4.5304 17.2368
O 4.1301 0.1136 21.5664
O 1.9463 0.9042 25.205
O 7.9252 1.4678 18.5237
O 6.0701 1.5385 20.3769
O 5.5184 9.1844 26.5233
O 5.1244 4.8358 24.8164
O 7.0368 3.8093 19.371
O 8.6498 2.3108 23.7814
O 3.5188 2.7887 24.1478
O 10.0975 7.4059 24.7136
O 10.3158 5.2105 13.062
O 5.7705 7.7101 16.3031
O 0.2859 5.7749 19.3866
O 8.7491 9.3887 23.4247
O 7.117 6.0964 17.963
O 7.4177 2.6351 16.1031
O 1.529 -0.8443 21.6214
O 6.2048 6.4517 22.9681
O 5.4381 2.331 28.8056
O 2.3176 1.067 19.903
O 8.5411 2.3712 21.0545
O 7.4978 0.223 24.8345
O 3.7379 9.9261 24.7067
O 1.1503 4.9641 22.2775
O 6.1583 9.0625 23.9931
O 4.442 7.3465 24.8047
O 4.7745 5.3659 17.0989
O 7.8275 4.4594 22.544
O 0.495 13.0268 18.2917
O 13.8487 3.77 19.2751
O 6.4996 10.2074 15.8131
O 8.8414 -4.0033 22.4889
O 7.3307 6.1534 20.5559
O 10.7635 2.824 26.7741
O 6.1542 2.452 24.7162
O 1.5456 3.4793 25.8306
O 8.2106 2.1831 26.4586
O 8.2396 9.9077 13.8932
O 1.9765 9.642 26.6509
O 8.8048 0.3667 16.1928
O 0.9614 2.563 23.4199
O 1.1525 9.5208 24.1534
O 9.8277 2.5197 17.0861
O 5.7971 -1.121 19.936
O 6.806 10.8177 22.219

Results
free energy: -173372.540 eV
free energy less fixed offsets of O -568.88, Si -635.61 eV per atom: -2.760 eV

Forces (eV/angstrom), in the order of the atoms: element, x, y, z
Si 0.0031 0.0576 -0.0132
Si -0.0035 0.0082 0.0071
Si -0.0077 0.0443 0.0023
Si 0.006 -0.0425 0.001
Si -0.0041 -0.0162 0.0068
Si 0.0036 -0.0626 -0.0084
Si 0.0035 0.0636 -0.0039
Si 0.0061 0.0183 0.0006
Si -0.0061 0.0314 0.0073
Si 0.0062 -0.0375 -0.007
Si -0.004 -0.0113 0.0065
Si -0.0071 -0.0524 0.0005
Si 0.0057 0.0456 -0.0152
Si -0.0043 -0.0086 0.0222
Si -0.0129 0.088 -0.0373
Si 0.0017 -0.0784 -0.0252
Si -0.0088 0.0021 0.0273
Si -0.0048 -0.001 0.0263
Si -0.0087 0.027 0.0167
Si -0.0157 -0.0095 0.0286
Si -0.0067 0.0372 0.0067
Si -0.0033 -0.0797 -0.0249
Si -0.0141 0.0085 0.0156
Si -0.009 -0.0407 -0.0073
Si 0.0033 0.0113 0.0582
Si -0.0088 0.0584 -0.0856
Si 0.0768 0.0324 0.0583
Si -0.0141 -0.1114 -0.029
Si 0.0225 -0.0272 0.032
Si -0.0338 -0.0512 -0.0197
Si -0.0309 -0.0437 0.0414
Si 0.0478 0.0391 -0.0679
Si -0.0345 0.0398 0.109
Si -0.038 -0.0467 0.0081
Si 0.041 -0.0703 -0.1762
Si 0.0628 0.0334 0.1742
Si 0.0009 0.0383 0.0038
Si 0.0045 0.0198 0.0108
Si 0.0062 0.046 0.0012
Si -0.0003 -0.0404 -0.0155
Si -0.0004 0.0019 -0.0188
Si 0.0167 -0.0438 0.0114
Si -0.0003 0.026 -0.0122
Si -0.0027 -0.0021 -0.0206
Si 0.0063 0.0577 0.0061
Si -0.008 -0.057 0.0153
Si 0.0154 -0.0067 -0.0055
Si -0.0043 -0.0538 0.0153
Si 0.0322 0.0347 0.0119
Si 0.0186 0.1503 -0.0443
Si 0.0525 0.0747 -0.0155
Si -0.0659 -0.072 0.0189
Si 0.0396 -0.1447 -0.0136
Si -0.0037 -0.0126 0.023
Si -0.0094 -0.1182 0.0015
Si -0.0328 0.0733 -0.0217
Si 0.0565 -0.0085 0.0308
Si 0.1161 0.1329 0.1255
Si -0.026 -0.0691 -0.0234
Si -0.0041 0.0574 0.0563
Si 0.0025 -0.0494 -0.0502
Si -0.0142 -0.051 0.037
Si 0.0271 0.0096 -0.0718
Si -0.0828 -0.0177 -0.0188
Si 0.0407 0.0652 -0.0189
Si 0.0599 0.0493 0.0222
Si -0.0364 -0.0845 -0.0321
Si 0.13 -0.1455 -0.0181
Si -0.0537 -0.05 -0.0093
Si -0.0227 0.0653 -0.0239
Si -0.1356 0.0757 -0.0002
Si 0.0476 0.0492 -0.0154
Si 0.0459 -0.0357 0.0312
Si 0.0729 -0.0564 0.0271
Si -0.0004 -0.0656 0.0146
Si -0.0681 0.0514 0.0219
Si 0.0092 0.0481 -0.0257
Si -0.0222 0.0593 0.0497
Si 0.0211 -0.0361 0.0152
Si -0.0042 -0.0601 0.0142
Si 0.0372 -0.054 0.0027
Si -0.0057 0.051 0.0248
Si 0.0281 0.0547 0.0432
Si -0.0266 0.0591 -0.0247
Si 0.0133 -0.0187 -0.0027
Si -0.01 0.0069 0.0187
Si -0.0094 -0.0369 -0.017
Si -0.0015 0.022 -0.016
Si -0.0047 0.0129 0.0025
Si -0.0189 0.03 -0.015
Si 0.0115 -0.0158 -0.0059
Si 0.0018 -0.0191 -0.0062
Si -0.0004 -0.0225 -0.0046
Si 0.0011 0.0058 -0.0107
Si -0.0041 -0.0017 0.013
Si 0.009 0.0184 -0.0138
Si -0.0025 0.0955 -0.0585
Si -0.0174 0.002 0.1119
Si 0.0333 0.0424 -0.0134
Si -0.0908 -0.0238 -0.0488
Si -0.0435 -0.0861 0.1532
Si 0.0248 -0.0828 -0.1769
Si -0.0554 0.0372 -0.2136
Si -0.0998 0.003 0.0206
Si 0.044 0.0375 0.1283
Si -0.0305 0.034 -0.0241
Si 0.0315 -0.0167 0.0299
Si -0.0038 -0.0133 0.016
Si -0.0108 -0.0211 -0.0207
Si -0.0065 -0.015 -0.0176
Si 0.0012 -0.0272 -0.012
Si 0.0017 0.0161 0.0083
Si 0.0083 0.0178 -0.0075
Si -0.0272 0.0323 0.0282
Si -0.0034 -0.0004 0.0166
Si 0.0096 -0.0358 0.0248
Si 0.0058 -0.0475 0.0101
Si -0.0073 0.0351 0.0056
Si -0.0163 -0.002 -0.0317
Si 0.0117 0.0339 -0.0307
Si 0.092 -0.0668 -0.0344
Si 0.0428 -0.0188 0.0102
Si -0.0253 -0.0562 -0.0076
Si -0.0537 0.0583 -0.0327
Si 0.0152 0.046 -0.0198
Si -0.0404 0.0692 -0.0783
Si 0.0112 0.0022 -0.0043
Si -0.0019 -0.0436 0.0207
Si 0.0102 -0.0113 -0.031
Si 0.0041 -0.0068 -0.012
Si -0.0043 0.0459 -0.0038
Si -0.0024 0.0379 0.0224
Si 0.0218 -0.0252 0.058
Si -0.063 -0.043 0.0697
Si 0.0147 -0.01 0.0993
Si 0.0209 -0.0099 -0.111
Si 0.0391 0.0159 -0.0265
Si 0.0187 -0.0007 -0.0955
Si -0.0973 0.0142 0.0348
Si -0.0638 -0.0284 -0.0371
Si -0.0065 -0.0397 -0.0232
Si -0.0107 -0.0488 0.0565
Si 0.0636 -0.0175 -0.0029
Si 0.067 0.011 0.0481
Si 0.028 0.0816 0.0345
Si -0.0031 -0.0462 -0.0293
Si -0.0111 0.0253 -0.0178
Si 0.1128 0.0031 0.0219
Si -0.0865 0.0029 0.0194
Si -0.0425 -0.0478 -0.0187
Si -0.0672 0.114 0.1507
Si 0.0312 0.1807 0.0648
Si 0.0548 -0.0487 0.2316
Si -0.0189 -0.1062 -0.0442
Si -0.0377 0.0184 -0.0413
Si -0.0081 -0.0215 0.0311
O 0.0564 -0.0018 -0.0536
O -0.0162 0.0116 -0.026
O -0.0025 0.0171 -0.0248
O -0.0248 0.0271 0.0281
O 0.0228 -0.0722 -0.0295
O -0.0169 -0.0674 0.0117
O 0.0263 -0.0067 -0.0122
O 0.0002 0.0092 -0.0652
O -0.0072 0.0403 0.0066
O -0.0252 0.0532 -0.0475
O 0.0856 0.1389 0.0358
O -0.0312 -0.1522 -0.0187
O -0.006 0.0278 0.019
O 0.0132 -0.0319 0.0103
O 0.0374 0.0301 0.0168
O -0.0146 0.0788 -0.0339
O -0.0461 -0.0398 -0.0035
O 0.0168 -0.0318 -0.01
O -0.0127 -0.051 -0.0872
O -0.1282 -0.0059 -0.0322
O 0.0018 -0.0047 -0.0144
O 0.022 -0.0449 0.0406
O -0.01 -0.0163 0.0173
O 0.0035 0.0439 0.0137
Si 0.001 0.0176 0.0146
Si -0.0175 -0.0436 0.0529
Si -0.002 -0.0108 -0.0656
Si -0.0125 -0.0142 -0.0191
Si 0.0129 -0.0523 0.0627
Si -0.0146 0.019 0.0128
Si 0.0301 -0.0085 -0.0103
Si -0.0187 0.0114 -0.0011
Si -0.0131 0.0185 -0.0044
Si -0.0082 0.0021 0.0078
Si 0.0297 -0.0065 -0.0312
Si -0.0027 -0.0056 0.0319
Si 0.0123 -0.001 -0.0603
Si 0.0555 0.0783 0.0163
Si -0.0098 0.0184 0.0383
Si -0.024 0.015 -0.0122
Si 0.0055 -0.0004 -0.0016
Si 0.0363 -0.0224 -0.0094
Si 0.0087 -0.0093 -0.0243
Si -0.0085 -0.0014 -0.0143
Si -0.0058 -0.002 -0.0108
Si 0.0084 -0.0004 0.0103
Si 0.0109 0.0077 -0.0294
Si -0.0029 -0.0174 0.0027
Si -0.0324 0.0292 0.015
Si 0.1216 -0.0823 0.0043
Si 0.0002 0.0029 -0.0049
Si -0.0824 0.056 0.0003
Si 0.0182 -0.0207 0.0028
Si -0.0038 0.0084 -0.0318
Si 0.0094 -0.0061 -0.0223
Si -0.0279 0.0053 -0.0428
Si -0.0068 -0.0175 -0.0041
Si 0.0162 0.0172 0.0114
Si 0.009 0.0099 -0.0318
Si 0.0076 -0.0126 0.0128
Si -0.01 0.056 -0.0717
Si 0.0292 0.0105 -0.0114
O -0.0092 -0.0025 -0.0272
O -0.009 0.0034 0.0081
O -0.008 0.004 -0.0026
O -0.0064 0.0002 0.0059
O -0.0093 0.0119 0.0099
O 0.0095 -0.0059 -0.0252
O -0.0136 0.0021 -0.0002
O 0.0197 0.0345 -0.0335
O -0.0071 0.0195 0.0024
O 0.0079 0.0002 0.0002
O -0.083 -0.0122 -0.0201
O -0.0063 0.0433 -0.0421
O -0.0078 0.0042 -0.0022
O -0.0041 0.0064 -0.0219
O -0.0051 0.0045 0.0082
O -0.0033 0.0019 0.0018
O 0.0058 0.0007 0.0414
O 0.0049 0.0101 0.0291
O 0.0104 0.0043 -0.0155
O -0.0035 -0.0005 0.0052
O -0.0023 0.0026 0.0292
O -0.0072 0.0127 0.0285
O -0.0084 0.0016 0.0021
O -0.0089 -0.0017 0.0064
O 0.0007 0.012 0.0211
O 0.0009 -0.0167 0.0021
O 0.0176 0.0114 -0.0006
O 0.0018 0.0035 0.0304
O -0.0051 0.0098 -0.0089
O 0.0012 0.0049 -0.0399
O 0.0053 -0.0006 -0.0155
O 0.0178 -0.0066 -0.0068
O 0.0237 -0.0185 0.0031
O -0.0136 0.0048 -0.0005
O -0.0189 -0.0019 -0.1051
O 0.0072 0.0066 -0.0096
O 0.0141 0.0021 0.0055
O -0.0295 0.017 0.0179
O 0.0048 -0.0126 -0.0005
O 0.0039 -0.0037 0.0051
O 0.0103 -0.0086 0.0224
O 0.0153 -0.0069 0.0386
O -0.0081 -0.0029 0.0147
O 0.0118 0.0009 0.0172
O 0.0088 -0.0011 0.023
O 0.0091 0.0196 -0.0135
O 0.0031 0.0007 0.0162
O 0.0169 -0.0074 0.0091
O 0.0034 -0.0024 -0.0102
O -0.0353 -0.0703 -0.0062
O -0.0013 0.0034 0.0156
O 0.002 -0.0005 0.0174
O 0.0229 0.0319 0.0094
O 0.0055 0.0016 0.0374
O 0.0051 -0.0054 0.0174
O -0.0252 -0.0066 -0.0433
O 0.021 0.0058 0.0701
O 0.0146 0.0049 0.0243
O -0.0032 -0.0053 -0.0388
O -0.0113 0.0067 0.0007
O -0.005 -0.008 0.0061
O -0.0263 -0.0141 -0.0323
O 0.0028 0.0061 0.0014
O -0.0033 0.0062 -0.0017

The program warned: the cutoff lies below the one the program advises for these potential files; the forces do not sum to zero within the program's tolerance; the exchange-correlation potential is rough where the density is thin.
